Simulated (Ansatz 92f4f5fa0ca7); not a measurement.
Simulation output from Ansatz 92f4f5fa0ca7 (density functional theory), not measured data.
Periodic cell of 228 atoms, Si134O92H2, from a study of silicon, its oxide and their interface. The atomic structure is a simulated model.
Doubt: the cutoff is far below the 930 eV that the study's wrapper takes by default for these files, so forces and energies are approximate.

Settings
functional: PBE
potential files: Ansatz PAW
basis: plane waves
wave-function cutoff: 580 eV
density cutoff ratio: 5
exchange-correlation grid ratio: 1
k mesh: 1 x 1 x 1, Gamma-centred
self-consistency stop: 5e-08 eV per atom in the density residual
occupations: fixed
spin: none
net charge: 0

Cell vectors (angstrom)
a, 10.938, 0, 0
b, 0, 10.938, 0
c, 0, 0, 32.8647

Atoms and the computed forces on them: element, x, y, z (angstrom), force x, y, z (eV/angstrom)
Si, 0.1871, -0.3475, 25.2609, 0.1938, -0.0144, -0.1092
Si, 5.7746, -0.4393, 25.5613, 0.2108, -0.1016, -0.3565
Si, 2.5851, 3.0508, 25.3758, -0.1355, 0.0671, -0.1144
Si, 8.0255, 2.9649, 25.3349, -0.2304, -0.0024, -0.0912
Si, 0.2645, 5.164, 25.2829, 0.058, -0.05, -0.2781
Si, 5.763, 5.1884, 25.4343, 0.0111, -0.1129, -0.2125
Si, 2.4759, 8.3779, 25.2649, -0.0371, 0.0588, -0.1731
Si, 8.0097, 8.3089, 25.2939, -0.1184, 0.0536, -0.163
Si, 1.3875, 1.32, 26.5716, 0.0281, -0.0213, -0.2198
Si, 6.9162, 1.3038, 26.6986, -0.0728, 0.1495, -0.1968
Si, 4.1058, 4.142, 26.7874, 0.1193, -0.0726, -0.1565
Si, 9.6083, 4.0737, 26.6976, 0.0005, 0.0557, -0.2136
Si, 1.3615, 6.7992, 26.6492, -0.0319, -0.0423, -0.2185
Si, 6.9144, 6.7712, 26.7453, -0.0485, 0.0376, -0.3038
Si, 4.0912, 9.4316, 26.759, -0.156, -0.0307, -0.1722
Si, 9.5921, 9.4911, 26.6764, -0.1277, -0.0213, -0.1872
Si, 2.7572, -0.0087, 28.0439, -0.0159, 0.0295, -0.0135
Si, 8.2711, -0.0268, 28.0747, 0.0259, -0.0503, 0.0377
Si, 0.0189, 2.6725, 28.034, 0.1035, -0.0595, 0.0443
Si, 5.4805, 2.6885, 28.0694, 0.0661, -0.0508, -0.0357
Si, 2.738, 5.5105, 28.0937, 0.0019, 0.0203, 0.0614
Si, 8.2754, 5.4469, 28.0928, 0.0356, -0.0704, 0.1271
Si, 0.0013, 8.1469, 28.0561, 0.0564, 0.0311, 0.1063
Si, 5.488, 8.1148, 28.0964, 0.0511, -0.0315, 0.0891
Si, 4.1018, 1.3673, 29.4464, -0.0238, -0.1476, -0.024
Si, 9.5708, 1.3673, 29.4464, 0.2499, -0.1083, 0.0693
Si, 1.3673, 4.1018, 29.4464, -0.044, -0.1138, -0.3284
Si, 6.8362, 4.1018, 29.4464, 0.1087, -0.1341, -0.204
Si, 4.1018, 6.8362, 29.4464, 0.0049, -0.117, 0.4982
Si, 9.5708, 6.8362, 29.4464, 0.1772, -0.0538, 0.2839
Si, 1.3673, 9.5708, 29.4464, -0.0356, -0.0546, -0.3694
Si, 6.8362, 9.5708, 29.4464, 0.0499, -0.0705, -0.2544
Si, 0, 0, 30.8137, -0.0449, 0.0467, -0.0213
Si, 5.469, 0, 30.8137, -0.0619, 0.003, -0.0341
Si, 2.7345, 2.7345, 30.8137, 0.0133, 0.0252, -0.0416
Si, 8.2035, 2.7345, 30.8137, -0.0195, 0.0153, -0.0292
Si, 0, 5.469, 30.8137, -0.068, 0.0128, 0.0072
Si, 5.469, 5.469, 30.8137, -0.1367, 0.0003, -0.0033
Si, 2.7345, 8.2035, 30.8137, 0.0754, 0.0533, -0.0185
Si, 8.2035, 8.2035, 30.8137, -0.0241, 0.0147, -0.0099
Si, 1.3673, 1.3673, 32.1809, 0.0197, -0.0576, -0.0195
Si, 6.8362, 1.3673, 32.1809, 0.0248, -0.0396, -0.0234
Si, 4.1018, 4.1018, 32.1809, 0.0426, -0.0506, -0.0062
Si, 9.5708, 4.1018, 32.1809, 0.0049, -0.0023, -0.0135
Si, 1.3673, 6.8362, 32.1809, 0.0558, -0.0182, -0.0329
Si, 6.8362, 6.8362, 32.1809, 0.0434, -0.0214, -0.0245
Si, 4.1018, 9.5708, 32.1809, -0.0223, -0.0079, -0.0128
Si, 9.5708, 9.5708, 32.1809, 0.0423, 0.0098, -0.0151
Si, 2.7345, 0, 0.6835, 0.0392, 0.0191, 0.0137
Si, 8.2035, 0, 0.6835, -0.0474, 0.0425, 0.0078
Si, 0, 2.7345, 0.6835, -0.0147, 0.0129, 0.0307
Si, 5.469, 2.7345, 0.6835, -0.0783, 0.0203, 0.0438
Si, 2.7345, 5.469, 0.6835, -0.0184, 0.0583, 0.0007
Si, 8.2035, 5.469, 0.6835, -0.0072, 0.0071, -0.0042
Si, 0, 8.2035, 0.6835, -0.0532, 0.0019, 0.0267
Si, 5.469, 8.2035, 0.6835, -0.0464, 0.039, 0.0264
Si, 4.1018, 1.3673, 2.0507, 0.0081, -0.0483, 0.0088
Si, 9.5708, 1.3673, 2.0507, 0.0148, -0.1289, 0.0275
Si, 1.3673, 4.1018, 2.0507, 0.0985, -0.0432, 0.0362
Si, 6.8362, 4.1018, 2.0507, 0.1464, 0.0802, -0.0057
Si, 4.1018, 6.8362, 2.0507, -0.0723, -0.0861, 0.0316
Si, 9.5708, 6.8362, 2.0507, -0.0095, -0.0264, -0.0199
Si, 1.3673, 9.5708, 2.0507, 0.0673, 0.0619, -0.0149
Si, 6.8362, 9.5708, 2.0507, 0.0399, -0.0063, 0.0185
Si, 0, 0, 3.418, -0.0281, 0.0879, -0.2684
Si, 5.469, 0, 3.418, 0.0939, 0.3633, -0.1564
Si, 2.7345, 2.7345, 3.418, 0.0498, 0.2721, -0.0374
Si, 8.2035, 2.7345, 3.418, -0.053, 0.563, 0.1856
Si, 0, 5.469, 3.418, -0.3459, 0.1076, 0.342
Si, 5.469, 5.469, 3.418, 0.0949, 0.0776, 0.4182
Si, 2.7345, 8.2035, 3.418, -0.2539, -0.3069, -0.1185
Si, 8.2035, 8.2035, 3.418, -0.1347, -0.3112, -0.2665
Si, 1.2768, 1.4673, 4.7451, -0.1009, 0.0265, -0.1036
Si, 6.805, 1.4458, 4.7831, -0.1502, 0.1044, -0.0897
Si, 4.1139, 4.0958, 4.8269, 0.0131, -0.0205, 0.0479
Si, 9.4857, 4.1974, 4.8782, 0.0044, 0.0386, 0.0154
Si, 1.3325, 6.8446, 4.8196, 0.0386, 0.0282, -0.0161
Si, 6.8267, 6.8916, 4.8456, -0.0618, 0.0373, 0.049
Si, 4.0924, 9.5748, 4.7108, -0.0718, 0.0454, -0.0428
Si, 9.5709, 9.5368, 4.7229, 0.0912, -0.1452, -0.0775
Si, 2.6425, -0.0139, 5.9032, -0.0276, 0.0214, 0.2573
Si, 8.2752, 0.0815, 5.9255, 0.0097, 0.0904, 0.1061
Si, -0.0265, 2.8765, 6.214, 0.1508, 0.0089, 0.2415
Si, 5.4491, 2.7144, 6.3189, -0.1491, -0.036, 0.2601
Si, 2.7373, 5.5087, 6.1806, 0.0082, -0.0847, 0.1731
Si, 8.0798, 5.5401, 6.3987, -0.0251, 0.0548, 0.0352
Si, -0.1078, 8.1741, 6.1869, 0.0015, 0.0891, 0.1801
Si, 5.4706, 8.3835, 6.1519, 0.1081, -0.0728, 0.144
Si, 3.7376, 1.3629, 7.4111, -0.2134, 0.055, -0.2744
Si, 9.7828, 1.1651, 7.35, 0.1104, 0.0446, 0.2528
Si, 1.7071, 3.837, 7.5834, 0.0531, -0.0194, -0.1386
Si, 6.4034, 4.4422, 7.775, -0.1967, -0.0611, 0.3019
Si, 4.2828, 6.8159, 7.4306, 0.0396, -0.016, 0.2555
Si, 9.6174, 6.797, 7.7601, 0.1762, -0.1559, -0.173
Si, 1.0866, 9.8745, 7.2928, 0.0231, -0.0109, 0.1093
Si, 6.864, 9.9359, 7.3682, 0.1824, -0.2192, -0.0462
O, 5.2903, 5.6439, 8.0045, 0.1314, -0.08, -0.3183
O, 0.1162, 0.1886, 7.778, -0.0738, -0.184, -0.3768
O, 2.7036, 2.5598, 7.8055, 0.061, 0.0605, -0.0473
O, 9.4696, 7.4504, 9.3153, 0.0123, -0.1348, -0.3256
O, 1.3274, 9.4775, 24.6983, 0.0508, 0.0842, 0.5002
O, 6.7953, 3.9977, 24.8423, 0.1339, 0.0898, 0.466
O, 6.8231, 9.3965, 24.8135, -0.062, 0.2364, 0.6878
O, 1.4292, 4.0842, 24.7129, 0.0297, -0.0359, 0.642
O, 7.823, 8.9563, 8.2814, -0.1129, -0.0001, -0.0462
O, 1.5684, 4.2751, 9.1885, -0.0428, 0.0502, -0.201
O, 1.7409, 9.3142, 8.6759, 0.0312, 0.0047, -0.0289
O, 6.6713, 4.0663, 9.3936, 0.0528, 0.0891, -0.5987
O, 10.579, 5.5221, 8.241, -0.0882, 0.1505, -0.0154
O, 3.8633, 0.4285, 8.8057, 0.046, 0.1226, -0.2445
O, 3.7972, 7.6067, 8.7996, -0.0087, -0.0181, -0.2085
O, 8.9898, 1.4521, 8.7915, 0.0399, 0.0929, -0.335
O, 4.8615, 0.2122, 24.3739, -0.0779, 0.0936, -0.0667
O, 8.8645, 2.4674, 23.9851, -0.059, 0.0781, 0.1767
O, 10.5195, 5.7803, 23.903, 0.0504, -0.0276, 0.1757
O, 5.1687, 6.0044, 24.1336, 0.0179, -0.0723, 0.0461
O, 8.6205, 7.633, 23.8968, -0.0238, 0.0689, 0.2145
O, 3.636, 2.6333, 24.1525, -0.0867, 0.0132, 0.091
O, 3.1079, 7.6512, 23.9053, -0.0681, 0.1057, 0.1482
O, 10.2396, 0.1799, 23.9547, 0.0329, 0.0117, 0.0867
Si, 4.3648, 8.289, 18.1023, -0.0205, 0.008, 0.1661
Si, 8.6924, 8.8302, 9.6572, 0.0443, 0.0875, 0.3187
Si, 7.3484, -0.1531, 14.4441, -0.0047, 0.092, -0.1231
Si, 2.4766, 3.8696, 17.2399, 0.0394, -0.0853, 0.1936
Si, 4.9916, 5.4752, 17.9468, 0.0905, -0.0132, 0.1229
Si, 3.2468, 2.0564, 14.9811, -0.0523, 0.013, -0.123
Si, 7.5033, 5.2281, 21.0371, -0.0214, 0.0542, -0.2162
Si, 4.2262, 1.3272, 23.3934, 0.0949, -0.0363, -0.0167
Si, 2.4589, 8.1571, 9.5446, -0.0123, 0.0856, -0.0955
Si, -3.8635, 1.0129, 18.6829, 0.0862, 0.0034, 0.0166
Si, 10.148, -1.3449, 15.6085, 0.0464, 0.0139, 0.0904
Si, 9.2091, 0.7156, 10.231, 0.004, 0.0243, 0.2964
Si, 5.0852, 0.0215, 16.6649, 0.1301, 0.0202, 0.1119
Si, 15.9518, 4.1575, 13.3824, 0.0887, 0.0642, -0.0334
Si, 0.5618, 5.0576, 12.4677, 0.0412, -0.127, 0.0303
Si, 11.0489, 11.9318, 20.57, 0.2644, -0.1219, -0.125
Si, 9.2556, 1.1587, 23.0858, 0.0491, -0.042, -0.0216
Si, 0.6133, 5.5421, 9.5726, -0.1156, -0.0944, 0.2144
Si, 10.5682, -5.5707, 17.7573, -0.0871, 0.0207, 0.0833
Si, 13.65, 2.3526, 19.8921, -0.0761, -0.0751, 0.1268
Si, 4.9024, -1.9908, 21.0704, -0.1708, 0.1058, -0.137
Si, 6.9505, -0.8845, 11.5273, 0.1234, 0.0083, 0.1387
Si, 6.072, 3.3275, 10.7165, 0.1014, 0.1049, 0.3293
Si, 15.2801, 4.8434, 20.921, -0.0455, -0.0484, -0.1511
Si, -0.5284, 13.2614, 12.5784, 0.0605, 0.0813, 0.064
Si, 6.5395, 0.679, 21.7126, -0.1037, -0.1189, -0.264
Si, 7.5861, 2.8514, 13.2717, 0.0763, 0.0745, 0.0561
Si, -1.4773, 7.2224, 20.1073, -0.1108, -0.0369, -0.0959
Si, 13.5752, 10.8083, 21.3084, -0.0374, -0.0765, -0.3531
Si, 2.9215, 6.3868, 13.7185, -0.021, -0.0071, -0.1418
Si, 4.2219, 6.7913, 23.0768, 0.0437, -0.0131, -0.0271
Si, 11.1341, 6.6856, 14.9528, -0.0225, -0.0555, -0.081
Si, 7.8404, 3.9169, 18.4293, -0.0219, 0.0037, 0.0077
Si, 2.9612, 9.2151, 12.5178, -0.0137, 0.0638, 0.0516
Si, 9.3743, 6.4891, 22.9885, -0.0009, -0.0492, 0.0643
Si, 9.4552, -0.9001, 18.6384, 0.0195, 0.0961, 0.0612
Si, 5.2818, 0.485, 9.597, -0.0257, -0.1066, 0.3109
Si, 12.0058, 0.1163, 13.9591, 0.0254, -0.0561, -0.2029
O, 10.0165, 1.5472, 21.6939, -0.1305, 0.0124, 0.1878
O, 1.027, 10.6894, 21.1369, -0.0387, 0.0622, 0.1065
O, 16.8111, -0.779, 21.4941, 0.0842, 0.0441, 0.1109
O, 12.0351, 13.2096, 20.2305, -0.0538, -0.0019, 0.0181
O, 3.822, 4.7916, 17.0244, -0.0378, -0.0013, -0.0519
O, 2.7697, 7.9836, 18.3312, 0.0125, -0.0086, -0.0133
O, 5.0556, 4.171, 11.721, 0.0155, -0.0596, -0.0086
O, 3.2766, 0.8314, 20.1261, -0.026, 0.01, 0.0504
O, 6.8297, -1.0123, 13.1399, -0.0132, 0.0226, -0.0165
O, 16.1036, -2.3467, 19.5099, -0.0133, -0.0344, -0.0053
O, 3.3166, -1.5914, 21.2247, 0.0318, -0.0061, 0.0694
O, 13.0258, 5.6623, 12.4969, -0.0446, 0.0059, 0.0041
O, 7.3278, 2.9237, 11.6647, -0.0632, -0.0086, -0.1038
O, -6.6618, 5.4975, 13.9638, 0.0131, 0.0075, 0.0263
O, 2.2778, 3.0855, 15.8217, -0.0431, 0.0236, -0.0405
O, 9.4079, 8.7883, 19.6806, 0.0216, -0.0151, 0.0488
O, 12.362, 6.9269, 9.685, 0.0106, 0.0019, 0.0545
O, 7.8402, 0.4596, 22.6668, 0.0436, -0.0525, 0.0903
O, 1.4973, 9.7874, 13.0156, 0.0367, 0.0299, 0.036
O, 2.9311, 0.6204, 22.7133, 0.0222, 0.0443, 0.151
O, -0.2985, 5.803, 13.6521, 0.03, 0.0427, 0.0422
O, 4.0785, 12.0187, 15.9704, -0.0101, -0.0489, 0.0277
O, 5.183, 7.017, 17.4444, -0.0462, -0.071, -0.0392
O, 5.4354, 1.7107, 22.3558, -0.004, 0.013, 0.1326
O, -5.4312, -0.6407, 10.7771, -0.0504, 0.1188, -0.0793
O, 1.8488, 6.5455, 14.968, 0.0171, 0.033, 0.0682
O, 5.3316, 12.9126, 10.2266, -0.0498, -0.1446, -0.1271
O, -0.1335, 5.3116, 11.0083, 0.1037, 0.0469, -0.0875
O, 15.2301, 5.5353, 19.441, -0.0121, 0.0186, 0.0357
O, 7.9152, -4.3269, 20.1919, -0.0305, -0.0503, 0.0538
O, 5.6241, 0.7541, 18.0183, -0.0858, -0.0142, -0.0389
O, 7.8563, 11.3623, 11.1178, -0.0212, -0.0408, -0.1054
O, 6.37, 11.1336, 8.4047, 0.0003, -0.0875, -0.1745
O, -0.6239, 11.3027, 19.2493, -0.0341, 0.0127, -0.001
O, 13.8316, 2.7513, 18.3474, -0.0001, 0.056, -0.1237
O, 8.0302, 4.0288, 20.0555, 0.0249, -0.0156, 0.0753
O, 9.2262, 4.4297, 17.7355, 0.0326, -0.0112, -0.0477
O, 11.613, 3.4255, 12.6349, -0.0471, 0.0932, -0.0156
O, 10.1114, 1.7925, 11.0575, 0.0157, -0.0582, -0.0808
O, 9.719, -0.8418, 9.9451, -0.074, -0.1495, -0.0189
O, 7.9601, -0.3172, 18.3872, -0.0208, -0.0195, -0.0187
O, 7.3242, 1.4187, 14.0035, -0.0141, -0.0356, 0.024
O, 10.0652, 7.1281, 21.6356, -0.0374, -0.0148, 0.1497
O, -0.1727, 11.883, 13.3375, -0.0014, -0.0074, 0.0009
O, 2.3262, 1.1088, 14.0583, 0.1255, 0.0342, 0.0553
O, 16.8698, 4.8721, 21.322, 0.1028, 0.0142, 0.0898
O, 6.3057, -0.3505, 15.6586, -0.043, -0.0611, 0.0088
O, 2.8597, 8.8012, 10.9597, -0.0976, -0.1166, -0.184
O, 3.5265, 5.7161, 22.0389, -0.0212, 0.0855, 0.1597
O, 4.3818, 9.5572, 17.0887, -0.0626, 0.0475, -0.0819
O, -4.3573, 3.9911, 13.9183, -0.0731, -0.0274, -0.003
O, 4.2146, 2.8587, 13.9545, -0.0131, -0.0386, -0.0192
O, 8.2882, 5.3555, 22.4657, 0.0448, 0.0119, 0.1032
O, 11.4619, 10.5468, 15.4026, -0.0537, -0.0526, 0.0469
O, 14.4992, 3.4019, 20.8306, 0.0347, 0.0766, 0.0158
O, 8.8068, -0.6945, 14.9322, 0.0342, -0.0405, 0.0079
O, 18.6626, 2.3493, 18.0117, 0.004, 0.0083, -0.0381
O, 10.5055, 8.1878, 14.8504, -0.0289, 0.0259, 0.0145
O, 3.4175, 7.8841, 13.3489, -0.0141, 0.0096, 0.0156
O, 16.1052, 7.7356, 22.1214, 0.0024, -0.0891, 0.1781
O, -12.6835, 3.0999, 13.3634, -0.0405, -0.0518, -0.0068
O, 6.4475, 4.7015, 17.9706, -0.0534, 0.0167, -0.0689
O, 1.0942, 4.5926, 17.7814, 0.0205, 0.0351, -0.0555
O, 10.5278, -4.7927, 16.3459, -0.0029, -0.0002, -0.0128
O, 7.6783, -2.2376, 10.946, 0.0776, 0.0697, -0.1717
O, -0.9383, -1.4825, 17.224, 0.0191, -0.0455, -0.0779
O, 6.9658, 1.2944, 20.2756, -0.0342, 0.0221, 0.1172
O, 10.4138, 6.3834, 19.05, 0.0583, -0.0723, 0.0131
H, 3.9752, 10.2484, 12.7122, 0.0298, 0.0342, 0.1029
H, 2.5299, 7.2965, 18.9739, 0.0882, 0.0879, -0.0536

Results
free energy: -137540.257 eV
free energy less fixed offsets of H -15.97, O -568.88, Si -635.61 eV per atom: 0.383 eV

The program warned: the cutoff lies below the one the program advises for these potential files; the exchange-correlation potential is rough where the density is thin.
